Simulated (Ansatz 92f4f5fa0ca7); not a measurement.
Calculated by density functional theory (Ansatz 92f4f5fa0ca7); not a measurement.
Periodic cell of 158 atoms, Si96O58N4, from a study of silicon, its oxide and their interface. The atomic structure is a simulated model.

Settings
functional: r2SCAN
potential files: Ansatz norm-conserving
basis: plane waves
wave-function cutoff: 1300 eV
density cutoff ratio: 4
exchange-correlation grid ratio: 1
k mesh: 2 x 2 x 1, shifted by 0.5 0.5 0.5 of a step
self-consistency stop: 5e-08 eV per atom in the density residual
occupations: Fermi-Dirac, 0.05 eV
spin: none
net charge: 0

Cell vectors (angstrom)
a  10.88  0  0
b  0  10.88  0
c  0  0  22.6595

Atoms: element, x, y, z (angstrom)
Si  -0.3443  0.23  0.0551
Si  3.3755  1.9508  0.106
Si  0.0331  5.311  -0.4445
Si  2.9447  7.98  -0.0388
Si  5.5706  0.1229  0.3446
Si  8.4523  2.7713  -0.1042
Si  5.5421  6.0175  -0.0572
Si  7.8691  8.7337  0.3478
Si  1.3988  1.538  1.1519
Si  4.245  4.0282  1.1194
Si  1.0976  6.7749  1.3317
Si  4.0513  9.6103  1.2145
Si  6.9983  1.5912  1.4271
Si  9.3037  4.6035  1.2015
Si  6.8114  7.1795  1.531
Si  9.4803  9.675  1.4721
Si  -0.1258  3.2479  2.5272
Si  2.6628  0.0644  2.6944
Si  -0.1654  8.0338  2.5902
Si  2.8903  5.6329  2.5267
Si  5.7345  2.9384  2.7096
Si  8.0258  0.3266  2.8985
Si  5.3363  8.3544  2.7432
Si  7.9322  5.3925  2.669
Si  1.5071  4.1253  3.9701
Si  4.2393  1.5377  3.7612
Si  1.2011  9.6065  3.8986
Si  4.0469  6.9682  4.1345
Si  6.7801  4.2579  4.3499
Si  9.7178  1.6313  3.9166
Si  6.943  9.5543  4.1726
Si  9.6368  6.4841  4.0976
Si  -0.1852  -0.0699  5.3495
Si  2.6666  2.5618  5.1789
Si  0.2104  5.3864  5.6002
Si  2.6788  8.44  5.3758
Si  5.5263  0.1993  5.2397
Si  8.2044  2.9387  5.5057
Si  5.5433  5.8406  5.3971
Si  8.1929  7.9759  5.4049
Si  1.2137  1.3975  6.645
Si  4.0859  4.0464  6.4971
Si  1.5376  6.9271  6.7403
Si  4.3312  9.5414  6.6967
Si  6.4889  1.5489  6.5984
Si  9.5643  4.0456  6.9154
Si  6.8255  6.9623  6.9467
Si  9.4215  9.4816  6.8534
Si  0.2219  2.9716  8.193
Si  2.6331  -0.1072  7.9583
Si  0.1811  8.0512  7.9857
Si  2.7823  5.2756  7.8341
Si  5.2483  2.9996  8.1942
Si  8.0015  0.2027  7.8251
Si  5.2878  8.1895  8.4
Si  8.2372  5.4949  8.1753
Si  1.4786  4.055  9.7236
Si  3.9492  1.4897  9.4638
Si  1.6115  9.2402  9.2284
Si  3.6548  6.1676  9.813
Si  7.036  3.81  9.2049
Si  9.6466  1.2956  9.115
Si  7.0284  9.7535  9.2838
Si  9.6036  6.8362  9.4272
Si  0.1472  -0.1672  10.5312
Si  2.2708  2.2486  10.9166
Si  0.1821  5.9111  11.3006
Si  2.4307  7.752  10.8599
Si  5.9187  0.3735  10.6533
Si  8.2331  2.5671  10.6217
Si  4.2219  4.1321  11.2918
Si  8.9164  8.8194  10.4192
Si  -7.4407  -2.0968  15.4105
Si  8.8292  1.966  14.2868
Si  -4.588  3.6311  13.5606
Si  2.9736  0.9425  16.1327
Si  9.0492  4.3209  13.149
Si  14.0846  3.3556  14.0849
Si  7.6415  6.1804  14.8105
Si  2.2485  12.2914  18.9693
Si  -0.7023  -4.5779  16.7523
Si  -3.5359  -3.4611  20.6174
Si  -6.1319  9.179  12.5831
Si  -2.3722  0.142  12.3054
Si  -3.4778  -2.4268  12.9805
Si  12.1088  -1.293  20.4086
Si  -6.1283  13.3207  17.9719
Si  5.6861  7.3631  16.9588
Si  -1.6976  5.5661  19.5445
Si  -0.5728  -1.7547  18.0972
Si  2.2209  14.6101  20.5101
Si  7.5026  9.1605  18.4642
Si  7.7888  2.6994  19.4892
Si  12.8149  5.8377  15.783
Si  8.9501  11.5595  17.3269
Si  3.7263  5.3162  18.2479
O  0.1901  -0.4653  21.2954
O  14.7519  1.8499  19.2231
O  3.1516  3.1852  21.7282
O  8.7148  1.6596  18.6056
O  1.1758  4.4717  -1.1092
O  -2.3538  4.1073  19.5309
O  4.7292  8.5557  16.5041
O  2.2514  8.6841  21.2923
O  1.3795  2.6456  19.6558
O  6.1976  -15.3751  15.7125
O  7.5675  2.5816  21.1332
O  9.6208  1.4819  -0.4242
O  4.121  6.9243  -0.5381
O  4.8063  17.4481  18.2803
O  6.5001  9.5428  22.3332
O  9.8972  5.7242  20.9271
N  -1.1669  -0.8835  11.4607
O  1.1866  1.0292  11.2142
N  2.9604  3.426  12.3635
O  -4.6065  2.6815  18.7193
O  -1.2902  1.0862  13.2227
O  -0.6129  5.4632  12.7616
O  1.3122  7.0354  11.77
O  3.4556  8.6421  11.7743
O  8.0212  -3.2233  14.2151
N  7.4875  1.2891  11.3729
O  18.063  2.2695  14.0164
N  7.484  4.8752  13.7911
O  8.2963  8.0968  11.6428
O  5.8457  7.9974  12.669
O  -3.1608  -0.4656  17.5483
O  -3.5345  -0.7975  13.0296
O  4.9015  14.6348  14.4878
O  2.8005  1.9365  14.829
O  -6.6461  -1.4861  14.151
O  -8.3382  7.4182  15.6257
O  8.5818  7.9753  21.7083
O  5.0185  10.7272  12.0444
O  8.5741  3.8709  11.586
O  5.6906  3.9812  11.9686
O  -12.7664  9.1985  19.0836
O  13.3714  -6.2864  14.9173
O  6.8953  8.2131  17.3516
O  1.9912  12.2689  17.3721
O  2.0723  10.8231  19.7638
O  2.3313  5.4435  17.346
O  -2.1652  -4.5714  16.0499
O  10.4161  -0.1938  17.4661
O  -1.8857  1.1594  15.773
O  -6.3204  1.3436  16.7823
O  -4.4816  6.1054  21.1419
O  6.6018  -2.1299  19.8288
O  2.6887  -0.6009  15.6598
O  9.5214  3.3875  14.3594
O  4.4442  -6.84  17.5343
O  -7.8313  4.5942  19.5325
O  7.9919  -4.2134  19.3393
O  4.3525  0.7985  22.1501
O  -0.552  7.9851  17.0742
O  0.4632  8.5853  19.2877
O  0.289  5.8035  15.6843
O  -0.5727  5.6257  18.2019

Results
free energy: -39368.551 eV
free energy less fixed offsets of N -289.75, O -463.61, Si -117.95 eV per atom: 3.029 eV
pressure: -2.45 GPa
stress xx, yy, zz, yz, xz, xy (GPa, positive in tension): 2.89, 2.77, 1.68, -0.27, 0.62, 0.45

Forces (eV/angstrom), in the order of the atoms: element, x, y, z
Si  1.7867  0.7607  -1.3463
Si  0.1102  2.234  0.1182
Si  -1.7602  2.1931  0.4877
Si  -0.4787  -0.287  -0.4765
Si  1.4798  -3.0805  -0.449
Si  0.053  -3.6129  -0.8467
Si  -2.2269  0.513  -1.2407
Si  -1.4188  0.495  -2.3466
Si  -1.0892  -1.2059  1.2446
Si  1.5057  0.575  1.0856
Si  3.0837  -0.7089  -2.9966
Si  -0.7253  -0.5689  2.4359
Si  -0.06  0.499  -1.5375
Si  1.8153  -2.3901  -2.4637
Si  -0.3547  -2.0638  0.8195
Si  -0.0711  1.3764  1.5362
Si  1.3527  -1.4827  -0.4917
Si  0.1894  0.5784  -1.3513
Si  -0.6015  1.3405  1.8464
Si  -0.9015  -1.5019  0.3374
Si  -1.374  1.3615  0.1949
Si  2.4681  -1.8609  0.2951
Si  -0.2185  0.6421  1.1302
Si  -0.4228  2.4145  1.5156
Si  -0.26  1.3469  -0.3484
Si  -1.0654  -1.3644  0.7405
Si  0.3035  -0.6789  0.5126
Si  -0.3498  0.7814  -1.2593
Si  0.2146  -0.4102  -1.487
Si  -1.6461  -0.15  1.0311
Si  -0.8702  0.1914  -0.679
Si  -0.9212  1.1336  -0.3465
Si  0.3138  1.0723  -0.0457
Si  0.9973  0.1897  0.4531
Si  -0.2623  -0.3453  -1.1624
Si  0.4993  -0.6698  -0.2305
Si  -1.5297  -2.0981  -0.8321
Si  0.0368  -1.6561  -0.4682
Si  -1.01  -1.6092  1.1035
Si  0.9276  0.8457  0.0603
Si  0.7317  -0.4147  0.4575
Si  0.4635  0.2041  -0.836
Si  0.6906  -1.1208  -1.3712
Si  -1.2236  0.9388  0.0514
Si  2.3562  1.8151  1.8283
Si  0.8707  1.4917  -0.0875
Si  -0.649  -0.1115  0.7426
Si  0.3656  -0.3715  -1.2729
Si  -1.2397  -2.0019  -0.7265
Si  1.7615  1.3986  -0.5636
Si  -2.4571  0.5906  0.8426
Si  -0.7773  0.5937  1.9603
Si  -0.5441  -1.2409  -1.0627
Si  0.6588  0.8219  -0.6674
Si  1.0367  -0.3079  0.0812
Si  -0.7867  -0.2842  -0.2366
Si  -0.2885  1.5405  0.415
Si  1.029  -0.6621  0.3735
Si  -1.0852  0.4212  2.1493
Si  1.7983  -0.5711  -0.8717
Si  -0.1471  1.0792  -0.3945
Si  0.9256  1.0219  0.6091
Si  -1.3013  -1.4701  0.8879
Si  2.118  0.5811  0.8175
Si  0.419  1.7319  -0.6493
Si  0.4715  0.5774  1.1008
Si  -1.0257  -0.8884  -0.196
Si  1.3417  1.5562  -0.3197
Si  -0.4613  0.745  1.8422
Si  0.9425  0.3626  -1.2841
Si  -0.9925  -0.3795  -0.502
Si  -0.5499  0.7123  -1.3465
Si  1.8697  1.3372  2.2746
Si  -2.3059  -1.4387  4.951
Si  -1.847  0.4489  0.6761
Si  1.6727  0.3765  -0.0108
Si  0.2486  3.4566  -3.1168
Si  1.974  0.7217  1.4376
Si  -1.907  2.3814  4.5921
Si  1.0106  -1.1691  1.5976
Si  -3.1986  3.7673  2.0264
Si  -0.4747  1.0874  -0.3602
Si  -2.4588  1.5267  1.5543
Si  0.5413  0.4662  -1.4427
Si  0.3607  -1.117  -1.765
Si  0.0279  -0.7589  -0.8447
Si  2.4358  1.9607  1.483
Si  -2.284  -2.5962  -0.3992
Si  0.6544  -0.5658  -3.4402
Si  0.2678  1.9787  3.1995
Si  -1.0388  -0.4016  2.2591
Si  -0.3954  -0.7336  2.0605
Si  -2.3574  -0.159  -0.8228
Si  0.9494  0.0046  1.7895
Si  -0.1598  -2.6432  0.5444
Si  -0.4175  -0.9744  -1.7628
O  -1.1843  0.0415  1.6842
O  -2.0156  -0.1281  -0.7296
O  0.1344  -0.6289  -2.3242
O  0.1539  0.6943  -0.0111
O  0.4034  -0.4092  -1.0723
O  0.3659  0.5895  -1.1478
O  -3.3125  0.4161  -1.805
O  -0.0956  -0.2641  0.0847
O  0.447  -1.3855  -0.2134
O  0.0762  -0.056  -0.1741
O  0.4096  -0.3235  -0.006
O  -1.5268  1.8596  0.4567
O  0.4701  -0.4365  0.8234
O  -0.0331  -0.4251  -1.8277
O  0.6125  2.1611  1.5912
O  1.8603  0.2217  2.2281
N  0.5557  1.7036  -0.295
O  -0.2631  -0.2091  0.293
N  0.437  -1.126  -0.2952
O  0.7442  -0.7267  -0.017
O  -1.7474  -1.7539  -1.6099
O  -0.6788  -1.0325  -0.6695
O  -1.3438  -0.6078  0.451
O  -0.4032  -0.6104  -0.2037
O  -0.6161  0.1159  -1.1431
N  -1.5704  -3.119  1.0515
O  0.5999  0.5852  -0.6657
N  1.2594  0.2545  -0.5279
O  -3.0307  -2.6653  4.1366
O  1.141  0.7016  -0.2649
O  0.2271  4.1707  -1.9507
O  2.0795  0.2922  0.5312
O  -0.3969  -1.2376  -2.04
O  0.0733  0.4173  -0.1136
O  0.4333  -1.4397  -2.3508
O  -0.3929  -0.4178  -1.5173
O  -2.8516  -0.8225  -1.2739
O  1.0755  -1.1953  -1.2851
O  1.477  -0.8804  2.3659
O  0.9612  -0.822  1.8679
O  0.469  -1.1859  -0.3502
O  -0.0925  0.2483  -1.1867
O  2.5614  -0.297  0.9598
O  0.1447  -0.38  -0.3926
O  0.3955  1.743  -1.8452
O  0.542  1.5881  -0.8885
O  0.3889  -2.1379  -0.258
O  -1.3957  -0.639  0.6285
O  -0.6721  1.5764  -0.8949
O  -1.7057  -0.1656  -0.9316
O  0.3234  1.5396  1.2971
O  1.2181  -1.029  0.0723
O  0.0007  -0.1615  1.7129
O  1.4325  0.4276  -0.4196
O  0.4642  -2.2024  0.1642
O  1.2512  2.4997  0.2778
O  1.7774  -0.8906  0.0346
O  -0.1353  1.204  -1.0989
O  0.125  -3.0739  -2.742
O  1.8543  2.5144  0.6455
O  3.4423  -0.4469  -1.5569
O  -2.0589  -0.3491  1.9597

The program warned: the forces do not sum to zero within the program's tolerance.
